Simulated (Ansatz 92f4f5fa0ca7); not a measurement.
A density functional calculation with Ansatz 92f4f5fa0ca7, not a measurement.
Periodic cell of 272 atoms, Si165O105B2, from a study of silicon, its oxide and their interface. The atomic structure is a simulated model.
Doubt: the cutoff is far below the 930 eV that the study's wrapper takes by default for these files, so forces and energies are approximate.
This geometry differs little from another in the collection (a relaxation step or a small displacement).

Settings: functional PBE; potential files Ansatz PAW; basis plane waves; wave-function cutoff 580 eV; density cutoff ratio 5; exchange-correlation grid ratio 1; k mesh 1 x 1 x 1, Gamma-centred; self-consistency stop 5e-08 eV per atom in the density residual; occupations fixed; spin none; net charge 0.

Cell vectors (angstrom)
a  11.6015  0  0
b  0  13.3963  0
c  0  0  29.8085

Atoms: element, x, y, z (angstrom)
Si  11.5401  0.1909  22.9241
Si  3.9088  0.1643  23.0356
Si  7.6587  0.1284  23.1371
Si  2.0677  3.4637  22.8885
Si  5.9031  3.6908  23.0049
Si  9.7548  3.542  23.0315
Si  11.6615  6.8652  23.0761
Si  3.9532  7.0433  23.1813
Si  7.7838  6.9058  23.277
Si  2.0324  10.2496  23.2539
Si  5.8548  10.1034  23.2946
Si  9.8382  10.0935  23.236
Si  11.6934  2.3968  23.7601
Si  3.9959  2.4128  23.759
Si  7.7861  2.4173  23.7769
Si  2.0301  5.7129  23.7047
Si  5.8254  5.8116  23.9913
Si  9.7355  5.7337  23.8998
Si  11.7508  9.0339  24.0256
Si  3.9026  9.1426  24.1756
Si  7.8446  9.1032  24.0429
Si  1.9075  12.5175  23.8102
Si  5.7706  12.3798  23.9241
Si  9.6714  12.4031  23.7881
Si  11.6398  2.2999  26.1737
Si  3.9123  2.3119  26.1723
Si  7.7562  2.3142  26.1849
Si  1.9751  5.6258  26.1464
Si  5.8109  5.6618  26.3251
Si  9.704  5.6393  26.2646
Si  11.6643  8.98  26.3502
Si  3.8817  9.0161  26.4609
Si  7.7894  9.0128  26.364
Si  1.9198  12.3901  26.209
Si  5.7949  12.3351  26.2831
Si  9.6808  12.3504  26.1903
Si  1.9661  1.2008  27.0187
Si  5.8245  1.1862  27.0209
Si  9.6908  1.1822  27.0015
Si  11.6449  4.5127  27.0137
Si  3.8772  4.5118  27.037
Si  7.7551  4.5206  27.0448
Si  1.9633  7.8159  27.079
Si  5.8421  7.8878  27.0926
Si  9.7131  7.8569  27.0751
Si  11.6096  11.2407  27.0388
Si  3.8429  11.2704  27.0755
Si  7.7577  11.2509  27.0604
Si  1.9336  1.1164  29.4135
Si  5.8008  1.1164  29.4135
Si  9.6679  1.1164  29.4135
Si  0  4.4654  29.4135
Si  3.8672  4.4654  29.4135
Si  7.7343  4.4654  29.4135
Si  1.9336  7.8145  29.4135
Si  5.8008  7.8145  29.4135
Si  9.6679  7.8145  29.4135
Si  0  11.1635  29.4135
Si  3.8672  11.1635  29.4135
Si  7.7343  11.1635  29.4135
Si  0  0  0.3944
Si  3.8672  0  0.3944
Si  7.7343  0  0.3944
Si  1.9336  3.3491  0.3944
Si  5.8008  3.3491  0.3944
Si  9.6679  3.3491  0.3944
Si  0  6.6981  0.3944
Si  3.8672  6.6981  0.3944
Si  7.7343  6.6981  0.3944
Si  1.9336  10.0472  0.3944
Si  5.8008  10.0472  0.3944
Si  9.6679  10.0472  0.3944
Si  11.546  -0.0481  2.7484
Si  3.8234  -0.063  2.7866
Si  7.6683  -0.0743  2.7586
Si  1.9282  3.2788  2.7404
Si  5.7601  3.283  2.7897
Si  9.6153  3.3021  2.7414
Si  11.5897  6.649  2.746
Si  3.8696  6.6259  2.7385
Si  7.7342  6.6614  2.7794
Si  1.9102  9.9942  2.7651
Si  5.8239  10.0287  2.772
Si  9.6689  9.9754  2.7623
Si  11.5606  2.2017  3.452
Si  3.8265  2.1373  3.612
Si  7.692  2.1365  3.5326
Si  1.9121  5.5054  3.4772
Si  5.8022  5.5324  3.5654
Si  9.6729  5.5195  3.5335
Si  11.592  8.859  3.5994
Si  3.889  8.8727  3.4339
Si  7.7413  8.8923  3.6146
Si  1.8555  12.2242  3.5621
Si  5.7455  12.2379  3.6655
Si  9.6075  12.2022  3.5119
Si  11.4817  2.1582  5.7718
Si  3.8739  1.9401  6.0353
Si  7.4754  1.916  5.8984
Si  1.9085  5.3754  5.8102
Si  5.7905  5.4876  5.9411
Si  9.6329  5.3802  5.8819
Si  11.5827  8.7302  5.9998
Si  3.9048  8.8325  5.7494
Si  7.7503  8.8827  6.0254
Si  1.744  12.1285  5.9427
Si  5.6826  12.3018  6.1392
Si  9.5649  12.1139  5.8663
Si  1.6725  0.9552  6.7232
B  5.6665  0.9433  6.1666
Si  9.5949  0.9435  6.5889
Si  11.5948  4.3096  6.7257
Si  3.8589  4.2618  6.5574
Si  7.6896  4.1891  6.5291
Si  2.0383  7.6185  6.5108
Si  5.8044  7.7623  6.7218
Si  9.6344  7.5734  6.7517
Si  11.3982  10.9509  6.7975
Si  3.6896  11.0078  6.6286
Si  7.669  11.1365  6.886
O  9.7446  7.3145  8.4091
O  9.9209  0.8353  8.2301
O  1.0743  0.9387  8.3132
O  3.2973  10.6274  8.1926
O  5.7861  7.8955  8.3879
O  3.7487  4.2266  8.2101
O  7.9317  3.9743  8.1686
O  0.1336  4.2633  8.3975
O  11.0414  10.9063  8.4429
O  7.9008  11.2199  8.5577
O  2.4057  7.5047  8.1097
O  11.4023  0.2166  21.2487
O  9.7512  3.6436  21.3672
O  4.1337  7.5527  21.5937
O  6.0152  4.1716  21.3903
O  5.7499  9.7576  21.66
O  2.1502  3.3929  21.2081
O  7.3375  13.4567  21.4984
O  4.0071  0.1639  21.3736
O  7.6911  7.0192  21.6349
O  2.1252  10.1924  21.6058
O  11.5456  6.9706  21.4154
O  10.1494  9.6542  21.647
Si  11.6578  6.4656  11.3116
Si  1.5481  10.3526  16.2977
Si  0.2916  3.6777  9.9206
Si  8.0666  12.8637  20.1754
Si  2.9255  10.4593  9.7574
Si  2.5679  10.4048  20.0625
Si  10.3489  3.703  19.8497
Si  0.2606  12.8133  17.1371
Si  10.8025  0.7004  19.797
Si  3.1925  7.7616  16.25
Si  0.3286  6.4849  19.9131
Si  9.4115  2.597  14.3658
Si  2.998  2.5055  11.0861
Si  5.1132  12.0133  15.3322
Si  4.9339  8.6852  20.7149
Si  3.6079  -0.4987  11.4605
Si  5.6044  8.9146  14.8021
Si  -0.143  11.3094  9.9838
Si  9.4361  10.0266  20.2323
Si  3.4548  0.0611  19.8412
Si  7.448  4.4614  9.6351
Si  2.2629  12.3293  14.1908
B  6.2713  0.0408  11.3846
Si  2.7981  2.9107  19.7685
Si  5.7447  4.4596  13.7462
Si  7.4767  0.2526  15.6111
Si  9.6281  11.3865  15.2153
Si  2.0457  6.5448  13.5589
Si  2.8775  3.5172  14.0564
Si  11.685  9.1693  18.444
Si  11.2583  0.885  9.179
Si  9.0965  7.0992  9.893
Si  8.6997  8.6024  14.5898
Si  4.8318  7.1345  12.3692
Si  2.9811  5.6364  18.7623
Si  2.6044  7.3989  9.7017
Si  6.3028  8.3992  9.8538
Si  4.3521  4.7122  9.6278
Si  9.4022  10.5273  12.2886
Si  5.9348  13.0453  17.9643
Si  7.9876  4.9557  18.4019
Si  8.3271  5.4717  15.2645
Si  7.1942  11.2094  10.043
Si  5.3921  4.2075  19.8766
Si  0.789  1.5179  15.1258
Si  7.5393  7.5454  20.1153
Si  7.5655  2.4724  12.073
O  3.5191  6.0652  10.0461
O  1.9764  2.6566  15.1232
O  -0.3078  12.9448  10.1351
O  8.3427  8.9158  19.8351
O  2.4169  1.3228  19.5262
O  8.1597  5.4124  16.8671
O  2.7396  11.9929  19.7076
O  7.1786  8.8101  15.1323
O  1.2224  0.1915  14.2692
O  4.4236  3.8517  14.5329
O  4.2964  3.4075  10.6359
O  10.9657  2.1371  14.5949
O  11.4578  4.8596  10.9749
O  10.8476  12.0577  16.0789
O  8.9603  6.9572  14.7988
O  1.8228  3.2698  10.2745
O  8.4439  5.6318  10.1419
O  11.1401  2.2934  19.5414
O  5.4912  7.5467  10.9531
O  11.3997  7.5933  18.8131
O  7.918  8.2088  10.0634
O  10.246  7.2411  11.0426
O  9.2517  4.1704  14.8426
O  8.8142  11.4813  20.5417
O  10.6408  10.5491  11.1973
O  8.3728  12.2838  15.7552
O  4.4423  2.8843  19.8114
O  4.6583  0.2452  18.7597
O  10.4631  10.1  18.9792
O  6.8002  0.7125  17.0472
O  0.5768  6.7497  12.8493
O  1.1337  7.1417  10.3145
O  3.1948  7.1352  12.543
O  3.9427  9.568  19.7737
O  6.809  5.2439  14.6958
O  0.6007  0.9405  16.6416
O  1.5489  11.78  17.144
O  5.4018  8.2994  13.3266
O  2.6478  12.2797  12.6174
O  6.4593  3.191  13.0329
O  2.7846  9.3172  16.6151
O  5.9881  7.8964  19.7543
O  1.9492  6.4012  19.7652
O  1.4338  9.6926  19.1667
O  9.4965  9.7584  15.4862
O  3.1774  8.8809  10.1841
O  9.0133  9.0762  13.0227
O  2.2195  7.2986  15.0017
O  9.1388  3.8705  18.78
O  4.7653  7.9497  15.8327
O  7.2272  0.9068  11.8338
O  8.1402  6.3486  19.2175
O  5.9387  5.0605  9.5186
O  6.9765  -0.9376  19.0558
O  11.0824  2.2563  10.0745
O  9.0399  2.5525  12.7736
O  9.7449  11.5399  13.562
O  6.5698  4.22  18.7536
O  6.0755  10.0087  10.0189
O  1.3883  10.8123  10.1367
O  5.1789  10.4928  14.738
O  1.618  10.8842  14.7206
O  11.3619  13.0605  18.6647
O  5.3867  11.8868  16.9467
O  8.1391  11.0113  11.368
O  11.3123  5.0031  19.644
O  8.3615  1.5316  15.0929
O  2.4343  4.0575  18.6122
O  3.8088  11.6372  10.4588
O  9.1684  0.5787  19.7187
O  2.8611  2.6155  12.7001
O  3.6227  12.618  15.0541
O  7.5724  3.1992  10.6287
O  5.0703  -0.0477  12.0469
O  4.4287  5.496  19.5182
O  6.2003  13.096  14.7089
O  3.087  6.5791  17.4043
O  3.0428  0.892  10.7527
O  0.2707  9.4416  16.8312
O  5.2871  5.5938  12.6644
O  2.1576  4.9433  13.7912
O  6.5154  12.672  10.2646

Results
free energy: -164915.885 eV
free energy less fixed offsets of B -154.04, O -568.88, Si -635.61 eV per atom: 0.245 eV

Forces (eV/angstrom), in the order of the atoms: element, x, y, z
Si  0.0002  -0.0014  -0.0002
Si  0.0015  -0.0015  0.0006
Si  -0.0031  0.0012  0.0002
Si  0.0064  -0.0015  0.0015
Si  0.0027  -0.0023  -0.0032
Si  -0.002  -0.0043  -0.0009
Si  -0.0001  -0.0075  -0.0001
Si  -0.004  -0.006  -0.0006
Si  0.0048  -0.0101  -0.0026
Si  0.0004  -0.0051  -0.0009
Si  0.0055  0.0014  -0.0012
Si  0.0022  -0.001  -0.0007
Si  -0.0017  0.0006  -0.0003
Si  -0.0019  0.0006  0.0012
Si  0.002  -0.0034  0.0027
Si  -0.0028  0.0065  0.0038
Si  -0.0024  0.0056  0.0018
Si  -0.0047  0.0086  -0.0014
Si  0.0012  -0.0028  -0.002
Si  -0.0032  -0.0047  0.0004
Si  -0.0033  -0.0016  -0.0014
Si  -0.0029  0.0019  -0.001
Si  -0.0017  0.0008  0.0018
Si  -0.0038  0.0013  0.0008
Si  0.0013  -0.0004  -0.0002
Si  -0.0009  -0.0013  0.0005
Si  -0.0009  -0.0013  0.0006
Si  -0.002  -0.0063  -0.0055
Si  -0.0017  -0.0005  -0.0004
Si  0.0034  -0.0049  -0.0059
Si  -0.0003  0.0004  0.0011
Si  0.0009  0.0049  -0.0021
Si  0.0007  0.0049  0.0008
Si  0.0002  -0.002  0.002
Si  -0.0017  -0.0046  -0.0006
Si  0.0003  -0.0033  0.0018
Si  -0.004  0.0027  0.0031
Si  0.0003  0.0024  0.0028
Si  0.0009  0.0022  0.0029
Si  -0.0011  0.0039  0.0133
Si  -0.0036  0.006  0.009
Si  0.0049  0.0026  0.0054
Si  -0.0012  -0.0049  0.0005
Si  -0.0004  -0.0049  0.0026
Si  0.0012  -0.0057  0.0008
Si  -0.0005  0.0025  0.0014
Si  0.0004  -0.0036  0.0073
Si  -0.0028  -0.0041  0.0057
Si  0.0705  0.1907  -0.1769
Si  0.0601  0.1402  -0.1415
Si  0.0738  0.1173  -0.26
Si  0.1305  0.055  -0.136
Si  -0.0735  0.0348  -0.1267
Si  0.0824  0.0141  0.0126
Si  0.0026  -0.1768  0.2731
Si  0.094  -0.0016  0.4415
Si  0.0817  -0.0009  0.1806
Si  0.0086  0.1767  -0.0627
Si  -0.0893  0.2948  0.2778
Si  0.038  0.2084  0.0428
Si  -0.0848  -0.131  -0.1399
Si  -0.0401  -0.17  0.1961
Si  -0.1622  -0.197  -0.039
Si  0.0985  -0.154  -0.1315
Si  -0.1085  -0.0885  0.1298
Si  -0.1672  -0.0651  -0.2076
Si  -0.0494  0.032  -0.0525
Si  -0.0052  -0.1307  -0.15
Si  -0.0068  0.0386  0.1485
Si  -0.0951  -0.0283  -0.0427
Si  0.1526  0.0903  0.0102
Si  -0.0081  -0.1574  -0.0301
Si  -0.0008  -0.0069  -0.0063
Si  -0.0137  -0.0021  -0.0245
Si  0.017  0.0112  -0.031
Si  0.0114  0.0048  -0.0271
Si  0.0091  0.0152  -0.0335
Si  0.0043  -0.0006  -0.0152
Si  0.0078  0.0207  0.0023
Si  0.0083  0.0059  -0.0026
Si  -0.0021  0.0162  -0.017
Si  -0.0029  -0.0032  -0.013
Si  0.0063  -0.001  -0.0102
Si  0.0003  0.0028  -0.0078
Si  0.0077  0.0076  0.0035
Si  -0.032  0.0013  -0.0092
Si  0.0288  0.0114  -0.0033
Si  -0.003  -0.0103  -0.01
Si  0.0077  -0.0168  0.0165
Si  -0.016  0.0019  -0.0477
Si  0.0039  0.0053  0.0053
Si  -0.0022  0.0066  0.001
Si  -0.0043  0.0009  0.0097
Si  0.0069  -0.0078  0.0059
Si  -0.0046  -0.0052  -0.0386
Si  -0.0042  -0.0174  0.0098
Si  0.0229  -0.0198  0.0014
Si  0.0601  -0.0258  -0.0785
Si  -0.0534  -0.0218  -0.0554
Si  0.0176  0.0506  -0.0069
Si  0.0052  0.0309  0.0237
Si  0.0108  0.0149  0.0098
Si  0.0002  -0.0209  0.006
Si  -0.0024  -0.0009  0.0049
Si  0.0054  -0.0026  0.0234
Si  -0.0181  -0.023  0.0177
Si  0.0007  0.0866  0.027
Si  0.0366  0.0171  -0.0018
Si  0.0137  0.0402  -0.0217
B  0.0255  0.0306  -0.0152
Si  -0.0369  0.0186  0.0165
Si  -0.0005  -0.0026  0.0596
Si  0.0117  -0.0929  0.0341
Si  -0.0005  -0.1194  0.2527
Si  -0.0219  0.0123  0.0223
Si  -0.015  0.0088  -0.0223
Si  0.0261  -0.0459  0.168
Si  0.0049  -0.0354  -0.0133
Si  -0.0442  -0.0168  0.0119
Si  0.0007  0.0219  0.0534
O  -0.016  0.0541  -0.0691
O  0.0391  -0.0044  0.0056
O  -0.0286  -0.0016  0.0149
O  -0.0178  -0.0212  0.0233
O  -0.0005  0.0005  -0.0017
O  -0.0001  0.0195  -0.062
O  -0.079  0.0526  -0.0504
O  0.0057  0.004  -0.0169
O  0.0239  0.0112  -0.0056
O  -0.029  -0.0261  -0.0555
O  0.0024  0.0036  -0.0019
O  0.0018  0.0003  -0.0041
O  0.0015  0.0005  0.0048
O  0.0016  0.0012  -0.0003
O  -0.0015  -0.0007  0.0017
O  -0.0026  0.0016  0.0068
O  -0.0045  -0.0014  0.0009
O  -0.0014  -0.0009  0.0042
O  -0.0018  -0.0007  0.0015
O  -0.0025  0.0036  -0.0153
O  0.0004  0.0012  0.0049
O  -0.0007  0.0009  -0.0022
O  -0.0008  0.0016  0.0035
Si  -0.0411  0.0216  0.0069
Si  -0.0023  -0.0084  0.0151
Si  -0.0341  -0.0174  0.005
Si  0.0019  -0.0018  -0.0084
Si  -0.0103  0.0184  -0.0484
Si  -0.0052  -0.001  -0.007
Si  0.0028  0.0011  -0.0017
Si  -0.0003  -0.0118  0.0171
Si  -0.0022  -0.0022  -0.0014
Si  -0.0031  0.0081  0.0053
Si  -0.0029  0.0035  0.0011
Si  -0.0056  -0.0062  0.0066
Si  0.0144  0.0127  -0.0103
Si  -0.0086  -0.0004  0.0123
Si  -0.0012  -0.0043  -0.0016
Si  0.0646  0.013  0.0179
Si  -0.0007  -0.0009  0.0193
Si  -0.0066  0.0059  0.0148
Si  -0.0006  -0.0028  -0.0019
Si  -0.0007  -0.0019  -0.0034
Si  0.0804  0.0043  -0.1628
Si  0.0146  -0.0111  0.0221
B  -0.0254  0.036  0.108
Si  0.0004  -0.0012  0.0009
Si  -0.0009  0.0021  -0.0014
Si  -0.0033  -0.0162  0.0188
Si  -0.0056  0.0054  0.01
Si  -0.0162  0.0224  0.0054
Si  -0.0164  -0.0034  -0.001
Si  -0.0027  -0.0037  -0.01
Si  -0.008  -0.0174  -0.0316
Si  -0.0218  -0.0427  -0.0101
Si  0.0003  0.0195  0.0121
Si  0.0006  0.0268  0.007
Si  -0.0021  0.0018  0.0068
Si  -0.0105  -0.0011  0.0136
Si  0.0505  -0.0217  0.0047
Si  0.0245  0.0061  -0.0214
Si  -0.0095  0.0158  -0.0137
Si  -0.0001  0.0011  -0.0033
Si  -0.0042  0.0035  0.0078
Si  0.0077  0.0131  0.0179
Si  -0.0045  0.094  0.0292
Si  -0.0006  0.0012  0.0013
Si  0.0017  -0.0115  0.0181
Si  0.0037  -0.0037  0.0139
Si  0.0217  -0.0079  -0.0558
O  -0.0071  -0.0189  -0.0011
O  0.0032  0.0034  -0.0047
O  0.0068  -0.0097  0.0056
O  -0.0001  -0.0011  0.0043
O  0.0019  0.0006  0.0018
O  -0.0004  0.0011  -0.0064
O  0.0002  -0.0016  0.0044
O  -0.003  -0.0044  -0.0038
O  -0.0056  0.0078  -0.0051
O  0.0091  0  -0.0014
O  -0.0168  0.0144  0.0127
O  -0.0024  0.0051  -0.0032
O  0.0137  -0.0113  -0.0052
O  0.002  0.0008  -0.0067
O  -0.0015  -0.0092  0.0005
O  0.0024  -0.0171  0.0095
O  0.0215  0.0105  -0.0625
O  -0.0025  0.0008  0.0021
O  -0.0163  -0.0069  0.0084
O  -0.0008  -0.0007  0.0041
O  -0.0232  -0.0236  -0.0121
O  0.0062  -0.0247  -0.0181
O  0.0042  -0.0079  -0.0072
O  -0.0007  -0.0006  0.0023
O  0.0108  0.0109  0.0078
O  -0.0054  0.0038  -0.0082
O  -0.0012  -0.0001  0.0014
O  -0.0033  -0.0023  -0.0001
O  -0.0027  -0.0012  0.0008
O  0  -0.0006  -0.001
O  0.0135  -0.0107  0.0035
O  0.0196  -0.0036  -0.0081
O  0.0105  -0.004  -0.0021
O  0.0007  -0.0019  0.0036
O  -0.0083  -0.0076  -0.0039
O  -0.0011  0.0067  -0.0133
O  -0.004  0.0058  -0.0075
O  0.0025  -0.0093  -0.0032
O  -0.0046  -0.0049  -0.0021
O  -0.0117  0.0188  0.0014
O  0.0063  -0.003  -0.0019
O  0  -0.0009  0.0009
O  0.0003  -0.002  -0.0003
O  0.0032  0.0036  0.0018
O  -0.0018  -0.0091  -0.0035
O  0.0056  0.0049  -0.0015
O  -0.0057  -0.0064  -0.0108
O  0.0006  -0.0049  -0.0064
O  -0.0014  0.0001  -0.002
O  0.0048  -0.0044  -0.0053
O  -0.0015  0.0119  -0.0158
O  0.0011  -0.0063  -0.008
O  -0.0568  -0.0035  0.0046
O  0.0043  -0.0002  0.0061
O  -0.0021  0.0307  0.0045
O  0.0094  0.0038  0.013
O  -0.0016  0.0002  -0.0057
O  -0.0002  -0.0015  -0.0014
O  -0.0175  -0.0174  0.0041
O  0.0136  0.0006  0.0013
O  -0.0016  -0.001  -0.0051
O  -0.0025  0.0037  0.0012
O  -0.0012  0.0028  -0.0023
O  -0.0005  -0.0011  -0.0027
O  0.0209  -0.0098  0.0287
O  -0.0019  -0.0033  -0.0003
O  0.0055  0.0026  0.0006
O  -0.0003  -0.0023  0.0008
O  -0.01  -0.0132  0.0011
O  -0.0035  -0.0021  0.0009
O  -0.0058  0.0015  0.0215
O  0.0047  -0.0008  -0.0035
O  0.0239  -0.0133  0.0232
O  0.0137  -0.0191  -0.0477
O  0.0005  -0.0012  0.0018
O  -0.0014  0.0012  -0.0022
O  0.0003  -0.0038  0.0023
O  -0.0006  -0.0036  0.0258
O  -0.0048  -0.0061  0.0111
O  -0.0043  -0.0044  -0.0012
O  0.008  -0.0191  -0.0022
O  0.0021  -0.0427  -0.0621

The program warned: the cutoff lies below the one the program advises for these potential files; the exchange-correlation potential is rough where the density is thin.
